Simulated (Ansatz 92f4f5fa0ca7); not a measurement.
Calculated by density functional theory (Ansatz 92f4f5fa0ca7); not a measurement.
Periodic cell of 223 atoms, Si132O90As1, from a study of silicon, its oxide and their interface. The atomic structure is a simulated model.
Doubt: the cutoff is far below the 930 eV that the study's wrapper takes by default for these files, so forces and energies are approximate.
This geometry differs little from another in the collection (a relaxation step or a small displacement).

Settings: functional PBE; potential files Ansatz PAW; basis plane waves; wave-function cutoff 580 eV; density cutoff ratio 5; exchange-correlation grid ratio 1; k mesh 1 x 1 x 1, Gamma-centred; self-consistency stop 5e-08 eV per atom in the density residual; occupations fixed; spin none; net charge +1 e, with a uniform compensating background and no finite-size correction.

Cell vectors (angstrom)
a	10.938	0	0
b	0	10.938	0
c	0	0	32.1988

Atoms: element, x, y, z (angstrom)
Si	10.5846	0.2219	24.8598
Si	5.7346	10.6798	24.7356
Si	2.4769	2.9154	24.6314
Si	8.4225	2.4622	24.8168
Si	0.2718	5.1667	24.7479
Si	5.152	5.7475	24.6827
Si	2.9319	8.006	24.5881
Si	7.938	8.4368	24.7252
Si	1.3274	1.3827	26.03
Si	6.8423	1.31	26.1155
Si	4.0406	4.1054	25.9839
Si	9.604	4.0589	26.079
Si	1.3964	6.8267	25.9945
Si	6.7659	6.8529	26.0195
Si	4.099	9.534	25.9926
Si	9.461	9.5693	26.147
Si	2.7262	-0.0061	27.3371
Si	8.1552	-0.0174	27.5561
Si	0.0091	2.718	27.4826
Si	5.4382	2.7456	27.3581
Si	2.7266	5.4681	27.4249
Si	8.1827	5.4721	27.3456
Si	-0.0063	8.1816	27.366
Si	5.4381	8.2001	27.4427
Si	4.0774	1.3672	28.7356
Si	9.5766	1.357	28.8415
Si	1.3653	4.1093	28.8087
Si	6.8259	4.105	28.7335
Si	4.0976	6.8193	28.7995
Si	9.5534	6.824	28.7401
Si	1.366	9.5669	28.7282
Si	6.7805	9.5465	28.8564
Si	0.0209	-0.0228	30.1543
Si	5.4226	0.0158	30.1583
Si	2.7371	2.7294	30.1474
Si	8.1891	2.7517	30.1371
Si	-0.0238	5.4706	30.1369
Si	5.4804	5.4576	30.1477
Si	2.7229	8.2111	30.1239
Si	8.203	8.1788	30.1523
Si	1.3752	1.3568	31.5227
Si	6.8201	1.3841	31.4922
Si	4.1122	4.0919	31.5152
Si	9.5602	4.1044	31.5162
Si	1.355	6.845	31.4771
Si	6.8477	6.8193	31.5297
Si	4.0749	9.572	31.5223
Si	9.5776	9.5539	31.5091
Si	2.7346	0.0034	0.7128
Si	8.1959	0.0089	0.6422
Si	0.0002	2.7339	0.6821
Si	5.4817	2.7328	0.6929
Si	2.7322	5.4955	0.6447
Si	8.2095	5.4569	0.71
Si	0.0115	8.1893	0.6734
Si	5.4707	8.2064	0.6804
Si	4.1279	1.3667	2.0638
Si	9.539	1.3639	2.0341
Si	1.3789	4.1336	2.0132
Si	6.8445	4.0889	2.0728
Si	4.1061	6.8323	2.0416
Si	9.6072	6.8261	2.052
Si	1.3853	9.5256	2.0523
Si	6.8259	9.6187	2.0321
Si	0.0291	0.0103	3.3394
Si	5.4849	0.0133	3.4748
Si	2.7749	2.7965	3.3571
Si	8.1925	2.7089	3.4516
Si	0.0311	5.4663	3.4357
Si	5.4751	5.4714	3.4095
Si	2.7846	8.2075	3.4478
Si	8.1661	8.1872	3.3352
Si	1.398	1.4039	4.6388
Si	6.8345	1.3681	4.8893
Si	4.1508	4.0941	4.8117
Si	9.5805	4.0836	4.7679
Si	1.4311	6.8257	4.8
Si	6.82	6.8841	4.7509
Si	4.1358	9.5827	4.8552
As	9.5509	9.5564	4.7798
Si	2.7541	0.1259	6.0625
Si	8.1662	-0.0142	6.2938
Si	0.0306	2.6762	6.0471
Si	5.4732	2.7273	6.3052
Si	2.811	5.4826	6.2005
Si	8.1765	5.4714	6.0503
Si	0.0555	8.1629	6.1778
Si	5.5168	8.225	6.2464
Si	3.834	1.5791	7.6256
Si	9.8528	1.1541	7.4592
Si	1.6184	3.8059	7.3258
Si	6.6568	4.413	7.4984
Si	4.4021	6.6347	7.5679
Si	9.3636	6.944	7.404
Si	1.1565	9.9427	7.2985
Si	7.1299	9.2303	7.6799
O	8.3523	8.1488	7.8556
O	2.7169	2.7492	7.96
O	9.5198	1.3477	24.2654
O	4.0498	6.8638	24.1218
O	0.0253	0.0229	7.9782
O	5.5366	5.5175	8.028
O	6.8475	9.571	24.1973
O	1.366	4.0591	24.1646
O	3.8681	7.3794	8.9563
O	0.7673	4.3735	8.5953
O	9.8035	6.2058	8.8146
O	2.1358	9.3746	8.4828
O	7.5118	3.9286	8.8173
O	4.2621	0.9224	9.081
O	6.7271	9.5522	9.2329
O	9.196	1.8549	8.7928
O	7.7048	3.1457	23.515
O	10.4918	5.8437	23.4455
O	5.0864	0.4379	23.4044
O	5.8618	5.0873	23.3588
O	3.1005	2.2056	23.2725
O	2.2968	8.7179	23.2245
O	8.6205	7.7566	23.392
O	0.2318	10.3242	23.5961
Si	4.3863	1.5686	22.4633
Si	3.4877	7.9252	14.0359
Si	7.1155	0.9524	14.6718
Si	0.9431	9.3522	22.5183
Si	1.1802	4.3081	11.8864
Si	6.2642	8.9589	15.3242
Si	0.68	1.3682	12.2979
Si	8.627	4.948	20.5086
Si	0.3185	5.7216	9.3681
Si	5.1029	3.1181	17.9481
Si	0.8864	3.7418	16.7496
Si	10.404	2.8442	19.2303
Si	5.2783	1.1823	10.3643
Si	0.8855	0.1741	19.8472
Si	6.6435	9.4569	10.8815
Si	9.3388	9.6718	18.3299
Si	9.3876	9.2427	12.5805
Si	6.5689	3.8419	22.5797
Si	2.4404	8.0639	9.3859
Si	10.5897	7.3631	17.0795
Si	2.5116	6.286	16.5818
Si	10.1749	4.4883	14.1952
Si	6.1386	9.1783	18.5194
Si	7.9632	2.5684	9.5946
Si	8.8816	2.1362	12.4648
Si	5.338	6.2393	18.0695
Si	3.9226	0.5501	19.4667
Si	4.2758	3.8394	12.061
Si	5.5396	6.5981	12.145
Si	8.0138	2.5001	17.2231
Si	4.3593	2.4772	14.9734
Si	1.5403	1.2101	15.2598
Si	1.5647	9.4125	12.053
Si	8.0479	6.848	13.8729
Si	10.3797	9.8332	15.493
Si	9.8063	7.0125	22.5468
Si	8.1084	5.48	17.4077
O	6.0449	7.9565	11.2933
O	6.0169	9.2001	16.9014
O	7.6813	1.3531	13.1995
O	0.9037	1.7496	13.8643
O	9.4252	6.2544	16.8794
O	6.7552	6.2007	13.1436
O	5.1307	4.6554	18.6143
O	9.2317	2.1544	18.2764
O	2.3664	0.0903	19.0808
O	9.4111	10.2291	16.7706
O	2.7876	4.4312	11.713
O	5.0657	10.3163	19.1095
O	9.426	3.2348	13.5031
O	0.4593	1.7627	19.9592
O	3.1548	1.3576	15.0697
O	8.1679	5.3719	19.0215
O	3.8934	6.5943	17.3919
O	4.5787	3.2772	16.3914
O	9.0595	5.6624	14.314
O	5.4465	2.7581	22.1338
O	10.6766	4.1481	15.6889
O	0.3434	3.8656	18.2842
O	10.4251	10.5105	19.2233
O	9.6374	10.0223	14.0344
O	10.9071	8.1186	22.0889
O	1.1887	2.1574	16.5312
O	9.734	3.7473	20.4196
O	8.1354	4.0272	16.6814
O	-0.0455	9.1003	11.9135
O	6.5873	2.4142	18.0139
O	5.5799	10.7153	11.2018
O	7.7495	9.5853	18.8467
O	10.0313	1.0201	12.0652
O	1.3161	6.9534	9.0321
O	0.6194	4.7654	13.3509
O	5.7064	7.6165	18.9848
O	5.2354	5.0826	11.5226
O	2.711	6.9803	15.1186
O	0.9048	2.7462	11.4626
O	0.8587	10.6836	15.5443
O	2.388	8.5799	10.9129
O	4.6974	2.4299	11.2793
O	4.2481	3.5106	13.6868
O	2.2048	4.6761	16.489
O	10.7056	8.2468	15.7006
O	6.9231	10.2858	14.6727
O	2.3428	8.952	13.4274
O	8.0298	1.5157	15.9135
O	4.1223	6.9936	12.8551
O	4.1783	2.0043	18.7275
O	7.2904	4.4162	21.2585
O	8.4097	2.9174	11.1125
O	1.1781	6.8557	17.3602
O	5.6528	1.5749	14.7538
O	8.1282	9.7551	11.593
O	9.2027	6.2847	21.2343
O	8.9525	7.7118	12.8565
O	1.6514	0.1176	11.8761
O	6.6424	6.1418	17.0642
O	7.3972	7.7979	15.0456
O	1.2134	10.2978	21.2304
O	10.0342	8.1949	18.3595
O	3.9474	0.8441	21.0821
O	0.3487	5.3463	10.9317
O	6.6899	1.569	9.636
O	4.7771	8.698	14.6854

Results
free energy: -139961.478 eV
free energy less fixed offsets of As -4856.12, O -568.88, Si -635.61 eV per atom: -5.638 eV

Forces (eV/angstrom), in the order of the atoms: element, x, y, z
Si	0.0022	-0.0002	-0.0258
Si	-0.0059	0.0023	-0.0277
Si	-0.0024	-0.004	-0.0275
Si	0.0025	0.0062	-0.0268
Si	-0.0056	-0.0013	-0.0287
Si	0.0044	0.0005	-0.0306
Si	0.0004	0.0105	-0.0325
Si	0.0035	-0.0042	-0.0311
Si	-0.0098	0.0095	-0.0086
Si	0.0119	-0.0093	-0.0024
Si	-0.0043	0.0055	-0.0082
Si	0.0133	-0.0106	-0.0089
Si	0.0072	-0.0056	-0.0093
Si	-0.0082	0.0076	-0.0107
Si	0.0081	-0.007	-0.012
Si	-0.0104	0.0116	0.002
Si	0.0009	0.0001	-0.006
Si	0.0034	-0.0019	-0.0081
Si	-0.0048	-0.0033	-0.0197
Si	-0.0012	0.0006	-0.0019
Si	-0.0026	-0.0031	-0.0081
Si	0.0007	-0.002	-0.0052
Si	-0.0019	0.0013	-0.0015
Si	0.0029	0.0022	-0.0134
Si	-0.0019	0.0018	0.0036
Si	-0.0061	0.0009	-0.0061
Si	-0.0006	-0.0047	-0.0025
Si	0.0009	-0.0008	0.0025
Si	-0.0021	-0.0035	0.0038
Si	-0.0009	0.0004	0.0002
Si	0.0007	-0.0015	0.0018
Si	0.0041	-0.0007	-0.0073
Si	0.0024	-0.0067	-0.001
Si	-0.0086	0.0082	0.0012
Si	0.0048	-0.0067	-0.0012
Si	-0.0035	0.01	0
Si	-0.0028	0.0011	-0.0034
Si	0.0043	-0.0055	0.0001
Si	-0.0004	0.0059	-0.0031
Si	0.0083	-0.0007	-0.0007
Si	0.001	0.0113	-0.0019
Si	0.0028	-0.0047	-0.0091
Si	-0.0028	0.0047	-0.0069
Si	0.0002	-0.0072	0.0051
Si	0.0045	-0.0029	-0.0107
Si	-0.0073	-0.0006	-0.0023
Si	-0.0001	-0.0067	0.0059
Si	-0.0043	0.0025	-0.0064
Si	0.0048	0.0073	-0.0048
Si	0.004	0.002	-0.0109
Si	0.0082	0.0002	-0.0092
Si	-0.0116	0.0114	-0.0068
Si	0.015	-0.0122	-0.0123
Si	-0.006	-0.0004	-0.0059
Si	-0.0038	0.0025	-0.0056
Si	0.0025	-0.0029	-0.0123
Si	0.004	-0.0061	0.0167
Si	-0.0004	0.0153	-0.0002
Si	-0.0062	-0.0012	0.0133
Si	0.009	-0.0002	0.0054
Si	-0.0038	0.0022	0.0073
Si	-0.0071	-0.0193	0.0145
Si	0.0239	-0.0104	0.002
Si	-0.022	0.0036	0.0046
Si	-0.0191	-0.0167	-0.0711
Si	0.01	0.0016	-0.0083
Si	0.0055	0.0129	-0.001
Si	0.0084	-0.0153	0.0066
Si	0.0085	0.0075	0.0036
Si	-0.0074	-0.004	-0.0003
Si	-0.0073	0.0091	0.0098
Si	0.0017	0.0075	-0.0387
Si	0.0264	0.0166	0.0252
Si	-0.0071	0.0108	0.0063
Si	0.0011	-0.028	0.046
Si	0.0105	0.0006	-0.0146
Si	0.0121	-0.0289	0.0166
Si	-0.0266	-0.0017	0.0278
Si	0.006	-0.0154	-0.0126
As	0.013	0.0102	0.0277
Si	-0.0011	0.0313	-0.0006
Si	-0.0072	-0.0278	0.0854
Si	0.0089	0.0055	-0.0252
Si	-0.0061	0.0357	0.0164
Si	-0.0081	0.0024	-0.0147
Si	-0.0249	0.0134	-0.0093
Si	0.0247	0.0145	0.0682
Si	-0.0313	-0.0387	-0.038
Si	0.0077	0.034	-0.0264
Si	0.0428	-0.062	0.2189
Si	0.06	-0.0192	0.0318
Si	-0.0358	-0.0128	-0.0272
Si	0.0407	-0.0455	-0.0179
Si	-0.1168	0.1182	0.1678
Si	-0.0075	-0.0128	0.2194
Si	0.1877	-0.0575	0.1129
O	-0.0406	-0.0364	-0.0457
O	-0.0405	0.0254	-0.0022
O	-0.001	-0.0009	0.0316
O	-0.0019	-0.0027	0.0365
O	-0.0051	-0.0156	-0.2151
O	-0.0251	0.0069	0.0167
O	-0.0007	0.0013	0.0302
O	0.0004	0.0054	0.033
O	-0.0461	0.0264	-0.0295
O	0.0004	0.0185	-0.0528
O	0.0217	0.0053	-0.0777
O	-0.0703	0.0086	-0.1082
O	0.014	0.0035	-0.0287
O	-0.0037	-0.0049	-0.0308
O	0.0405	-0.0463	-0.1392
O	0.023	-0.0255	-0.1051
O	0.0074	-0.0054	0.0461
O	0.0103	-0.0095	0.0481
O	0.0064	-0.0101	0.0442
O	-0.0099	0.0092	0.0502
O	-0.0054	0.0059	0.0466
O	0.0058	-0.0074	0.047
O	-0.0063	0.0054	0.0453
O	-0.0136	0.0096	0.0516
Si	0.0001	-0.003	-0.0944
Si	0.0082	-0.0088	0.11
Si	-0.0064	0.0008	0.0922
Si	-0.0011	0.0023	-0.0964
Si	0.012	-0.0341	0.1465
Si	-0.007	0.0013	0.0711
Si	-0.0001	-0.0088	0.1086
Si	0.0105	-0.0101	-0.0714
Si	0.0089	-0.0142	0.1141
Si	0.0036	0.0033	0.0043
Si	0.0087	0.0054	0.0403
Si	0.0022	-0.001	-0.028
Si	-0.0161	0.0127	0.1208
Si	-0.0018	0.0124	-0.0575
Si	0.0173	-0.0285	0.1522
Si	-0.0082	0.0002	0.0001
Si	0.0087	-0.0112	0.1273
Si	0.001	-0.0031	-0.0927
Si	0.0005	0.014	0.0966
Si	0.0068	-0.0093	0.0232
Si	0.0018	-0.0052	0.044
Si	-0.0124	0.0073	0.1039
Si	-0.0026	0.0005	-0.0055
Si	-0.0215	0.0127	0.121
Si	0.0115	-0.0228	0.1392
Si	-0.0045	0.0023	-0.0072
Si	0.0019	-0.0051	-0.0514
Si	0.0059	0.0182	0.1319
Si	0.0042	-0.0146	0.1311
Si	-0.0012	0.006	0.0252
Si	0.002	-0.0064	0.0834
Si	0.0062	-0.0005	0.0749
Si	-0.0226	0.0393	0.1447
Si	-0.0002	0.0012	0.094
Si	0.0074	-0.0053	0.0715
Si	-0.0052	0.0014	-0.0939
Si	-0.004	0.0025	0.0091
O	0.0059	0.0359	-0.069
O	0.0006	0.0015	-0.0279
O	0.0104	0.0122	-0.0652
O	-0.0066	0.0028	-0.0632
O	0.0022	0.0029	-0.0109
O	-0.0174	0.0026	-0.0595
O	0.0011	-0.0004	0.0071
O	-0.0058	0.0008	0.0011
O	-0.0039	0.0001	0.0152
O	0.003	0.0016	-0.0237
O	-0.0155	0.0082	-0.0569
O	-0.004	0.0044	0.0125
O	-0.0072	-0.0127	-0.0606
O	0.0015	-0.0042	0.0221
O	-0.0005	0.0024	-0.0327
O	0.0002	0.0009	0.0178
O	-0.0033	0.0014	-0.0088
O	-0.0048	-0.003	-0.0316
O	0.0016	0.0009	-0.0399
O	0.0008	0.0016	0.0404
O	-0.0101	0.0053	-0.0458
O	-0.0002	0.0006	-0.0024
O	0.0037	0	0.0124
O	-0.0094	-0.0005	-0.0647
O	0.0019	0.0006	0.0415
O	0.0004	-0.0052	-0.0248
O	-0.0069	0.0075	0.0278
O	0.001	-0.001	-0.0153
O	0.0138	-0.0033	-0.0587
O	0.0001	0.0014	-0.0027
O	0.0038	0	-0.0645
O	0.0039	0.0014	0.0073
O	-0.0077	0.0071	-0.0536
O	-0.0072	0.0052	-0.0573
O	0.0185	0.0005	-0.0741
O	0.0003	-0.0007	0.0123
O	-0.0014	-0.0084	-0.0522
O	0.0078	0.0154	-0.0484
O	-0.0011	0.0187	-0.0567
O	-0.0008	0.0023	-0.028
O	0.0144	-0.0275	-0.1145
O	0.0121	-0.0269	-0.0695
O	-0.0002	0.0101	-0.0779
O	-0.0023	-0.001	-0.0189
O	-0.0035	0.0105	-0.0313
O	0.005	0.006	-0.0383
O	-0.0156	0.0112	-0.0711
O	-0.0041	-0.006	-0.0357
O	0.0079	-0.0041	-0.0602
O	-0.0009	-0.0003	0.0094
O	-0.0111	-0.0046	0.0432
O	-0.008	0.008	-0.0963
O	-0.0033	0.0043	-0.0073
O	0.0065	-0.0017	-0.0356
O	-0.0332	0.0112	-0.0751
O	0.0041	0.0133	0.0452
O	0.006	0.0152	-0.0567
O	0.0062	-0.0101	-0.0498
O	0.0025	0.0001	-0.009
O	0.0081	-0.0079	-0.0383
O	0.0002	-0.0104	0.0489
O	-0.0005	0.0009	-0.0006
O	0.0016	0.0059	0.0531
O	-0.0122	0.0308	-0.1001
O	0.0135	0.0127	-0.0574
O	-0.0112	-0.0046	-0.0424

The program warned: the cutoff lies below the one the program advises for these potential files; the exchange-correlation potential is rough where the density is thin.
